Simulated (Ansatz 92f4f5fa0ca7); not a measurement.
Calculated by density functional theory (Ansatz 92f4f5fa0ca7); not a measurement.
Periodic cell of 259 atoms, Si144O115, from a study of silicon, its oxide and their interface. The atomic structure is a simulated model.
Doubt: the cutoff is far below the 930 eV that the study's wrapper takes by default for these files, so forces and energies are approximate.
This geometry differs little from another in the collection (a relaxation step or a small displacement).

Settings: functional PBE; potential files Ansatz PAW; basis plane waves; wave-function cutoff 580 eV; density cutoff ratio 5; exchange-correlation grid ratio 1; k mesh 1 x 1 x 1, Gamma-centred; self-consistency stop 5e-08 eV per atom in the density residual; occupations fixed; spin none; net charge 0.

Cell vectors (angstrom)
a  10.938  0  0
b  0  10.938  0
c  0.5377  -2.6371  36.9608

Atoms: element, x, y, z (angstrom)
Si  5.4087  6.2721  30.8729
Si  9.2635  10.157  30.8207
Si  6.3361  1.7712  30.9309
Si  8.5401  3.9821  31.0452
Si  1.0814  7.5  30.9244
Si  2.8207  9.2695  30.8416
Si  10.1391  13.6667  32.1894
Si  3.6459  4.6079  31.0906
Si  4.5907  8.2191  32.0458
Si  7.4716  11.0336  32.1376
Si  4.688  2.8591  32.2471
Si  7.2601  5.5556  32.2221
Si  10.1663  8.3741  32.1139
Si  12.758  11.001  32.0994
Si  10.9505  11.8892  30.7813
Si  1.9312  5.6945  32.242
Si  3.2925  6.9975  33.63
Si  6.0148  9.6254  33.3958
Si  3.2399  12.3792  33.4551
Si  6.0208  4.1814  33.6728
Si  8.731  6.9736  33.4427
Si  11.4707  9.6848  33.5924
Si  8.7538  12.3841  33.6112
Si  11.4951  4.1991  33.4814
Si  4.6343  5.5786  34.9541
Si  7.3707  8.3109  34.8616
Si  4.6401  11.0083  34.8283
Si  7.3946  13.7499  34.9651
Si  10.0912  5.5687  34.8459
Si  12.8334  8.3267  34.9519
Si  10.1134  11.0303  34.9531
Si  12.8525  2.83  34.8762
Si  6.0067  6.9336  36.2748
Si  8.7412  9.6681  36.2748
Si  6.0067  12.4026  36.2748
Si  8.7412  4.1991  36.2748
Si  11.4757  6.9336  36.2748
Si  3.2722  9.6681  36.2748
Si  11.4757  1.4646  36.2748
Si  3.2722  4.1991  36.2748
Si  4.1018  10.938  0.6813
Si  6.8362  13.6725  0.6813
Si  4.1018  16.407  0.6813
Si  6.8362  8.2035  0.6813
Si  9.5708  10.938  0.6813
Si  1.3673  13.6725  0.6813
Si  9.5708  5.469  0.6813
Si  12.3052  8.2035  0.6813
Si  2.7345  9.5708  2.0485
Si  5.469  12.3052  2.0485
Si  2.7345  15.0397  2.0485
Si  5.469  6.8362  2.0485
Si  8.2035  9.5708  2.0485
Si  10.938  12.3052  2.0485
Si  8.2035  15.0397  2.0485
Si  10.938  6.8362  2.0485
Si  4.1179  8.2226  3.3533
Si  6.8407  10.9406  3.3766
Si  4.097  13.6586  3.4839
Si  6.8276  5.461  3.4683
Si  9.5684  8.2081  3.4825
Si  1.3679  10.9367  3.4686
Si  9.5718  13.6748  3.3487
Si  1.3787  16.4222  3.3383
Si  5.4662  9.5764  4.7154
Si  8.215  12.3158  4.6881
Si  5.4608  15.0324  4.8865
Si  8.1843  6.8296  4.8736
Si  0.0067  9.5873  4.8856
Si  2.7311  12.2792  4.9026
Si  10.9296  15.0726  4.6371
Si  2.7601  6.8335  4.6448
Si  4.1412  10.8359  6.2281
Si  6.8917  13.6063  6.1554
Si  4.0288  5.5343  6.1373
Si  6.7391  8.2096  6.1708
Si  -1.4201  11.0152  6.1785
Si  1.276  13.7551  6.085
Si  9.5914  5.3907  6.1302
Si  1.4392  8.1133  6.0966
Si  3.2386  8.945  7.3957
Si  5.9962  11.769  7.3727
Si  2.2143  4.5905  7.329
Si  4.9788  7.2542  7.4877
Si  7.7083  10.0004  7.3283
Si  -0.5412  12.9239  7.3367
Si  0.4824  6.317  7.2879
Si  8.6164  14.6166  7.4523
Si  7.393  11.3315  15.3637
Si  4.7408  6.5138  26.0011
Si  8.8762  4.9461  28.2054
Si  6.7815  12.5622  10.1421
Si  8.3267  3.0977  23.9452
Si  2.1575  4.3511  19.0529
Si  6.9614  10.5105  12.2976
Si  11.3169  12.3324  28.4347
Si  7.9088  4.3847  9.6561
Si  0.957  1.5298  22.5922
Si  1.5185  13.7684  11.7458
Si  3.4535  9.7378  14.065
Si  2.233  3.8728  28.2987
Si  0.57  11.6263  9.9433
Si  1.3615  9.9311  18.5952
Si  10.6955  7.7022  21.5804
Si  7.4249  10.6138  20.06
Si  10.0203  3.5707  18.6649
Si  2.6167  9.43  9.5978
Si  3.8142  3.583  25.8321
Si  5.966  11.5808  28.0103
Si  8.656  2.0816  26.8406
Si  5.3659  2.3842  23.6305
Si  5.1304  12.0701  18.5854
Si  9.3335  1.8776  21.136
Si  9.4826  8.674  18.8663
Si  1.583  4.3009  23.8166
Si  7.8516  9.137  28.2102
Si  0.5951  6.4971  27.8966
Si  6.2964  6.5937  28.7119
Si  5.4058  6.2461  9.6573
Si  3.5832  12.6476  13.8588
Si  5.3113  9.6001  16.6705
Si  2.1665  8.2714  25.9135
Si  8.8909  8.4906  25.2101
Si  8.7957  6.1251  17.2272
Si  5.3332  10.4178  22.368
Si  6.2297  8.0686  23.727
Si  2.3711  7.3683  19.9067
Si  5.2591  6.8224  20.9771
Si  11.2494  9.7058  23.8977
Si  5.9614  14.0632  14.9173
Si  3.0179  11.3816  20.7737
Si  4.5208  14.9358  17.4343
Si  8.7877  10.4396  10.0293
Si  4.6205  8.5563  11.6878
Si  2.8707  4.578  9.5959
Si  9.9684  12.8387  15.9325
Si  3.0571  10.5709  27.8738
Si  5.888  6.7622  18.1016
Si  9.9416  5.8669  23.9198
Si  0.8975  6.9265  10.2408
Si  8.7862  4.483  14.5685
Si  3.7127  4.2525  21.687
Si  10.1804  5.0702  11.8239
Si  1.7985  11.3308  15.7509
O  8.7767  2.1315  25.1995
O  2.1873  5.9687  19.1124
O  9.3036  4.6751  29.758
O  0.636  7.156  29.3759
O  0.946  7.649  26.8031
O  3.8934  10.3026  21.617
O  2.9205  3.9551  29.7572
O  5.701  12.2221  8.9629
O  1.9899  10.9412  9.5563
O  6.9845  5.7569  9.6651
O  9.9992  6.4712  22.3978
O  6.7108  3.239  23.9135
O  5.2567  9.3633  23.605
O  10.831  6.5438  11.4774
O  0.6369  3.8085  19.0662
O  0.7245  11.2624  23.663
O  2.4955  14.204  10.5015
O  5.0079  14.9575  15.8894
O  1.7494  5.3429  27.7884
O  6.5456  12.7099  15.6386
O  6.9704  14.158  10.3589
O  3.2379  9.8009  29.3133
O  7.1302  12.4825  27.236
O  8.8594  3.6053  27.3223
O  1.8319  10.758  17.2752
O  3.0425  12.3753  15.4064
O  5.1704  6.8841  27.5421
O  5.7023  11.8451  23.0533
O  6.2426  6.9834  19.6836
O  3.5527  8.5208  12.9601
O  2.1132  8.4872  18.7374
O  4.0094  12.1439  19.753
O  2.4229  13.4385  13.0476
O  4.8724  5.4782  18.0463
O  9.2738  5.1421  13.1672
O  8.2633  11.9716  9.715
O  2.9485  3.7462  20.3435
O  5.8319  7.1036  24.9585
O  9.9706  13.4271  17.4489
O  6.8127  10.0663  16.213
O  2.3926  3.8758  25.1332
O  6.4683  10.0131  21.2464
O  0.8906  2.9512  28.3135
O  0.1271  12.7232  8.8409
O  9.505  6.9993  24.9941
O  6.5986  11.6836  19.1593
O  7.3266  5.4605  28.1231
O  9.7777  7.9  20.2629
O  4.4142  9.3764  15.3325
O  9.4303  7.5788  17.6419
O  4.8885  5.2728  21.2591
O  4.487  4.8717  9.6905
O  5.9544  9.2458  12.3062
O  0.0625  6.7637  8.8432
O  7.7194  8.6333  24.076
O  10.0191  5.95  27.617
O  8.142  9.4806  8.8749
O  6.3331  11.8091  11.5147
O  9.9946  9.6597  24.9394
O  7.4471  2.8937  30.4338
O  7.2765  7.8632  29.0353
O  1.5342  8.4233  10.3446
O  4.4058  11.4474  27.4862
O  2.9192  9.4738  26.6917
O  5.3257  8.1736  17.4771
O  10.7558  9.0557  22.4847
O  9.9224  12.1756  27.5188
O  7.1889  6.2884  17.2758
O  2.5808  4.9117  22.6735
O  2.1591  5.8947  10.2688
O  11.4599  5.422  24.2911
O  8.6325  11.4153  20.7564
O  3.2741  7.1105  25.6221
O  0.449  12.1866  15.5094
O  0.706  12.4007  11.3654
O  3.8465  7.5717  20.5876
O  9.1076  5.6207  15.7044
O  3.9826  9.4807  10.5043
O  5.7383  12.1157  29.5297
O  2.4256  12.3648  21.9211
O  10.8834  12.4201  21.3368
O  1.9587  10.058  14.6967
O  8.7466  2.4278  22.5346
O  3.9121  11.1334  13.2975
O  10.4033  10.4288  9.9971
O  4.9411  13.5507  13.7483
O  1.7779  10.741  19.9465
O  1.2878  7.4025  21.1187
O  9.2505  4.6061  10.5636
O  4.764  4.9017  25.7918
O  7.1952  15.0171  14.4256
O  2.9051  14.79  17.6791
O  6.0992  7.3143  22.2833
O  0.7849  2.975  23.311
O  9.3269  4.9847  18.261
O  4.7098  10.8507  17.5596
O  9.6129  14.0457  14.8896
O  8.4243  8.6847  26.7567
O  5.2546  2.6764  18.069
O  8.9309  4.6058  24.0351
O  9.1992  2.9853  19.9468
O  4.4776  3.0775  22.4752
O  8.9109  11.6034  15.8494
O  6.5568  10.0747  27.9609
O  10.6787  9.7387  18.5274
O  0.4476  14.9408  12.0795
O  7.3685  10.9562  13.7892
O  8.3073  10.0019  11.5155
O  4.5513  2.3505  25.0554
O  1.5606  8.8446  24.5091
O  3.4225  3.2411  27.3699
O  8.9568  9.8234  29.1997
O  5.0413  7.1161  11.024
O  8.0591  9.4622  19.079
O  1.6416  11.4177  27.8849

Results
free energy: -156954.767 eV
free energy less fixed offsets of O -568.88, Si -635.61 eV per atom: -5.727 eV

Forces (eV/angstrom), in the order of the atoms: element, x, y, z
Si  0.0131  0.0154  0.0078
Si  -0.0031  -0.0038  0.0117
Si  -0.0114  -0.0063  -0.0357
Si  -0.0174  -0.01  0
Si  0.0051  0.0079  0.062
Si  0.0003  -0.0134  0.0523
Si  -0.0026  -0.0214  -0.0031
Si  0.0126  0.0125  0.0311
Si  0.0029  -0.0126  -0.0098
Si  0.0033  0.0188  0.006
Si  0.0073  0.0003  0.0058
Si  -0.0127  -0.0146  0.0009
Si  0.008  -0.0032  0.0068
Si  -0.0198  0.0062  -0.0043
Si  0.0149  0.0198  0.0197
Si  0.0073  -0.0005  0.0068
Si  0.0041  -0.003  -0.0084
Si  -0.0066  -0.0037  0.0045
Si  -0.0005  -0.0059  0.0107
Si  -0.0089  0.0059  -0.0107
Si  0.0111  0.002  -0.0011
Si  -0.0022  0.0024  -0.0036
Si  0.0055  -0.0039  -0.0149
Si  0.0031  0.0126  0.0047
Si  -0.0038  -0.0001  0.014
Si  -0.0002  -0.0035  -0.0053
Si  0  -0.0012  0.0046
Si  0.0098  -0.0015  0.0167
Si  -0.0044  -0.0035  0.0045
Si  0.0024  0.0065  0.015
Si  -0.0002  0.0004  0.002
Si  -0.0007  0.0019  -0.0104
Si  0.2107  0.1574  0.0516
Si  -0.1866  -0.1008  0.0493
Si  -0.2186  -0.3493  -0.1365
Si  0.2  0.1835  0.0292
Si  -0.1749  -0.1587  -0.17
Si  0.1851  0.2164  0.003
Si  0.1266  0.1712  0.0674
Si  -0.1159  -0.1128  0.083
Si  -0.0273  0.137  -0.017
Si  -0.1224  0.0065  0.0075
Si  0.024  -0.0971  -0.0064
Si  0.1128  -0.0593  -0.0105
Si  -0.0075  -0.1475  -0.0061
Si  0.1885  0.0163  -0.0161
Si  -0.004  0.1579  0.0055
Si  -0.1737  -0.0027  -0.0118
Si  -0.1759  0.2251  -0.1
Si  -0.1784  0.1422  0.0728
Si  0.1853  -0.3211  -0.0145
Si  0.2503  -0.174  -0.0738
Si  0.176  -0.1907  0.0734
Si  0.2286  -0.1957  -0.1008
Si  -0.2751  0.2064  -0.1067
Si  -0.2409  0.31  -0.0557
Si  -0.0086  -0.0063  0.0028
Si  -0.0041  -0.0057  -0.0157
Si  0.0006  0.0017  -0.0043
Si  -0.0016  -0.0058  0.0141
Si  -0.0019  -0.001  -0.0036
Si  0.0034  0.0007  0.0108
Si  0.0034  0.0006  -0.0124
Si  -0.006  -0.0005  -0.0088
Si  -0.0039  -0.0112  0.0081
Si  -0.0018  0.003  0.0088
Si  0.0042  -0.0032  0.0064
Si  -0.0072  0.0039  0.0043
Si  0.0004  0.0042  -0.0018
Si  -0.0005  0.004  0.0066
Si  -0.0144  -0.0107  0.0038
Si  0.0019  0.0041  -0.0025
Si  -0.0022  -0.0121  0.0025
Si  0.0064  0.0036  -0.013
Si  0.0026  0.0081  0.0044
Si  -0.0167  -0.0126  0.0049
Si  -0.0172  -0.0069  -0.0112
Si  0.0009  0.0096  -0.0117
Si  -0.0054  -0.0018  0.0043
Si  0.0151  0.007  -0.0022
Si  -0.0013  0.0195  0.0178
Si  -0.0203  0.0204  -0.0326
Si  0.0062  -0.006  0.0128
Si  0.0119  -0.0187  0.0301
Si  0.0291  -0.0091  -0.0175
Si  0.0037  0.018  -0.008
Si  0.0084  -0.0059  -0.0074
Si  0.0054  0.005  0.0169
Si  -0.0127  -0.0021  0.0245
Si  0.0029  -0.0059  -0.0201
Si  -0.0114  0.0091  0.0146
Si  0.0151  0.0051  0.0274
Si  0.0026  -0.0096  -0.0387
Si  -0.0087  0.0026  -0.0148
Si  0.0171  -0.0022  0.0013
Si  0.0037  0.0002  -0.0169
Si  0.0015  -0.028  -0.0181
Si  -0.0116  0.0082  -0.0518
Si  -0.0154  -0.0248  -0.0113
Si  -0.0135  -0.0065  0.0314
Si  0.0043  -0.0145  -0.0112
Si  -0.0012  -0.0593  0.0502
Si  0.0024  -0.0029  0
Si  -0.0021  -0.0056  -0.0502
Si  0.0062  -0.0021  -0.0169
Si  0.0111  -0.013  -0.001
Si  -0.0321  -0.0073  -0.0224
Si  -0.0177  -0.0117  0.0048
Si  0.0099  0.0006  0.0241
Si  -0.0134  -0.0196  -0.0105
Si  0.0021  0.0016  -0.0379
Si  0.0041  0.0021  0.0143
Si  -0.0128  -0.0111  -0.0324
Si  -0.0026  0.0014  -0.0043
Si  -0.0055  -0.0057  -0.034
Si  -0.0181  -0.0004  -0.0117
Si  -0.0045  -0.0267  -0.0263
Si  -0.01  -0.0163  -0.0087
Si  0.0003  0.0264  -0.0355
Si  -0.0022  0.0061  0.0297
Si  -0.0048  -0.0007  0.0285
Si  -0.0048  -0.0079  -0.0048
Si  -0.0147  0.0089  -0.0065
Si  -0.0028  0.0021  0.0161
Si  -0.0068  0.0035  -0.0566
Si  0.0113  -0.0069  -0.0463
Si  0.0102  0.0099  -0.0306
Si  0.0034  -0.0032  -0.0334
Si  -0.0063  0.0061  -0.0331
Si  0.0018  0.0006  0.0265
Si  0.007  0.0004  -0.0316
Si  0.0004  0.0048  0.0233
Si  0.0102  0.0009  0.0248
Si  0.004  -0.0012  0.0257
Si  -0.0173  0.0172  -0.0381
Si  -0.0114  -0.0083  0.0585
Si  0.0154  0.0299  -0.0325
Si  0.003  -0.002  0.0065
Si  0.0011  0.0148  -0.0365
Si  0.0094  -0.0046  0.0033
Si  -0.0081  0.0178  0.0126
Si  0.014  -0.0091  -0.0261
Si  -0.0139  0.0238  0.019
Si  -0.0029  -0.0094  0.037
O  -0.0002  0.0075  -0.0012
O  -0.0047  -0.0232  0.0071
O  0.0171  0.0203  0.0051
O  -0.0363  -0.027  -0.0344
O  0.0168  0.023  -0.0046
O  0.0088  0.0135  0.0243
O  -0.0157  -0.0115  -0.0156
O  -0.0137  0.0061  -0.0126
O  0.0218  -0.0156  -0.0088
O  -0.0042  -0.001  0.0086
O  -0.0038  -0.0078  0.0428
O  0.0024  -0.0029  0.0282
O  -0.0013  0.0046  0.0214
O  -0.0144  -0.0217  0.0092
O  -0.027  -0.0044  -0.0037
O  -0.0016  -0.0068  0.0323
O  -0.0126  -0.0291  0.0175
O  0.0011  0.0038  -0.0195
O  -0.0027  0.0111  0.0081
O  0.0005  -0.0054  -0.0156
O  0.0018  0.0233  -0.0081
O  0.0148  0.01  -0.0077
O  0.0099  -0.0025  0.0029
O  -0.0047  -0.0182  -0.0088
O  -0.0019  0.0056  -0.014
O  0.0065  0.0011  -0.0169
O  -0.0036  -0.004  -0.0045
O  0.0008  -0.0152  0.0227
O  -0.0059  -0.0014  0.0089
O  -0.0039  -0.002  -0.0048
O  -0.0018  0.0048  0.0068
O  0.0052  -0.0071  0.0096
O  0.0265  -0.0106  0.0181
O  0.0106  0.0098  0.0041
O  -0.0058  -0.0033  -0.0039
O  -0.0087  0.0091  -0.0176
O  -0.0058  -0.0023  0.0103
O  -0.0042  -0.0031  0.0243
O  0.0044  0.0098  -0.0246
O  0.0026  0.0011  -0.0147
O  0.0115  0.0036  0.0157
O  0.0075  0.0114  0.0184
O  -0.0016  0.0013  0.0055
O  -0.0188  0.0527  -0.0358
O  0.0103  -0.0206  0.0018
O  -0.0121  -0.0026  0.0112
O  -0.0087  0.0076  -0.0023
O  0.0037  0.0086  0.0143
O  0.0028  -0.0022  -0.0064
O  0.0026  -0.0021  -0.0028
O  0.0083  0.0205  0.0211
O  0.0086  0.0105  0.0031
O  0.0044  -0.0087  -0.0079
O  0.0064  -0.0045  0.0043
O  -0.0115  0.0006  0.0181
O  0.0142  0.0096  -0.0028
O  -0.0019  -0.0208  -0.0139
O  -0.0101  -0.0096  0.0124
O  0.0245  0.0074  0.0075
O  0.0148  0.011  0.0334
O  0.0142  0.0271  -0.0027
O  0.0036  0.01  -0.001
O  -0.0134  0.0003  0.0061
O  -0.0064  -0.0251  -0.0006
O  0.0042  0.0011  -0.0013
O  0.0018  0.0044  0.0323
O  -0.0002  -0.0004  0.002
O  -0.003  0.0016  0.0001
O  0.0041  0.0125  0.0293
O  -0.002  0.0031  0.0003
O  0.0002  0.003  0.0246
O  -0.0114  0.0112  0.0206
O  0.0065  -0.0072  0.0154
O  -0.0147  0.0094  -0.0117
O  0.001  0.0364  0.03
O  0.0061  -0.0017  0.0249
O  0.0008  0.0004  -0.0071
O  0.0237  -0.0004  0.003
O  -0.0004  -0.0201  -0.0033
O  0.0148  -0.0091  0.0301
O  -0.0015  0.0009  0.0322
O  -0.0017  0.0011  -0.015
O  0.0092  -0.0002  0.011
O  0.0046  0.0103  -0.0181
O  0.0118  -0.0091  -0.0057
O  -0.003  -0.0003  -0.0211
O  0.0021  -0.002  0.0097
O  -0.0017  0.0028  0.0337
O  0.016  -0.0001  -0.0013
O  0.0021  0.0097  0.0109
O  0.0027  0.0003  -0.0135
O  -0.0071  -0.0096  -0.0032
O  -0.0052  -0.0045  0.025
O  -0.0025  -0.0024  0.0284
O  0.0012  -0.0058  -0.0026
O  0.0048  0.0013  -0.0012
O  0.0046  -0.0168  -0.0004
O  0.0061  -0.0072  0.0044
O  0.0003  -0.0049  0.0019
O  0.0039  -0.0039  0.0226
O  0.013  0.0046  -0.0011
O  -0.0073  0.0114  0.0195
O  0.0334  0.028  -0.0105
O  -0.0047  0.0202  0.0101
O  0.0065  -0.0009  0.0089
O  0.0018  0.0051  -0.0042
O  0.0045  0.005  0.0117
O  -0.0249  0.0012  0.0209
O  0.0045  -0.0066  0.0109
O  -0.0134  0.0098  0.005
O  0  0.005  -0.0042
O  0.0033  -0.0009  0.0003
O  0.0022  -0.0022  -0.0046
O  -0.0005  0.0036  0.0129
O  0.0074  0.0018  0.0142

The program warned: the cutoff lies below the one the program advises for these potential files; the exchange-correlation potential is rough where the density is thin.
